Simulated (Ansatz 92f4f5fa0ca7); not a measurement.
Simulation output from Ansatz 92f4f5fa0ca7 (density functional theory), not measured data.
Periodic cell of 226 atoms, Si134O92, from a study of silicon, its oxide and their interface. The atomic structure is a simulated model.
Doubt: the cutoff is far below the 930 eV that the study's wrapper takes by default for these files, so forces and energies are approximate.
This geometry differs little from another in the collection (a relaxation step or a small displacement).

Settings: functional PBE; potential files Ansatz PAW; basis plane waves; wave-function cutoff 580 eV; density cutoff ratio 5; exchange-correlation grid ratio 1; k mesh 1 x 1 x 1, Gamma-centred; self-consistency stop 5e-08 eV per atom in the density residual; occupations fixed; spin none; net charge 0.

Cell vectors (angstrom)
a 10.938 0 0
b 0 10.938 0
c 0 0 31.9494

Atoms and the computed forces on them: element, x, y, z (angstrom), force x, y, z (eV/angstrom)
Si 10.6294 0.0084 24.4164 -0.0216 -0.0197 0.0082
Si 5.079 0.131 24.6622 0.0081 -0.0009 -0.0104
Si 2.825 2.2991 24.5275 0.0125 0.0117 0.0143
Si 8.5708 2.441 24.5626 -0.0046 -0.0011 -0.0059
Si 10.7086 5.5912 24.3332 0.0257 0.0214 -0.019
Si 5.159 5.6208 24.4474 -0.004 -0.0174 0.0183
Si 2.9895 7.9592 24.4061 -0.0101 -0.0153 -0.0248
Si 8.4201 7.8345 24.4138 0.0052 0.0203 0.0236
Si 1.2952 1.139 25.838 0.0011 0.0098 -0.0266
Si 6.8179 1.3328 25.7409 -0.0161 0.0028 0.0045
Si 3.9892 4.0161 25.7318 0.0047 -0.0083 -0.0025
Si 9.6892 4.0293 25.8484 -0.0141 -0.0036 -0.0052
Si 1.3408 6.7975 25.6684 -0.0241 -0.0038 0.0114
Si 6.8069 6.7271 25.7506 -0.0017 -0.0008 -0.0254
Si 4.0045 9.472 25.9528 0.0015 0.0206 -0.0127
Si 9.4854 9.447 25.7998 -0.0086 -0.0064 -0.0021
Si 2.6406 -0.1249 27.2832 0.0174 -0.0023 -0.0039
Si 8.1385 -0.0637 27.1471 0.049 0.0148 -0.0081
Si 0.0793 2.6628 27.2049 -0.0152 -0.0149 0.0022
Si 5.4556 2.726 27.1146 -0.0246 -0.0148 0.0046
Si 2.6681 5.4182 27.1101 0.0188 0.0257 0.008
Si 8.1927 5.3724 27.1337 0.0047 0.0044 0.0264
Si 0.0096 8.154 27.1305 0.0177 0.0087 0.0056
Si 5.514 8.1479 27.1763 -0.0014 -0.0128 0.0135
Si 4.0863 1.3303 28.501 0.0315 0.026 -0.0195
Si 9.5451 1.3322 28.5027 -0.0197 -0.0338 -0.0111
Si 1.385 4.0688 28.5624 0.0467 -0.0058 0.0317
Si 6.8131 4.0633 28.5284 0.0029 -0.0093 0.012
Si 4.0876 6.7857 28.4879 -0.0117 -0.0464 -0.0161
Si 9.5563 6.7852 28.4884 0.0168 -0.0128 -0.0258
Si 1.3016 9.4876 28.6148 -0.0522 -0.05 0.072
Si 6.8256 9.5364 28.5619 0.0026 -0.0074 0.0351
Si -0.0295 -0.0022 29.9141 0.027 -0.0239 -0.0248
Si 5.4637 -0.004 29.8968 -0.0068 -0.0153 -0.0013
Si 2.7647 2.7135 29.9037 -0.0219 0.0258 -0.0045
Si 8.2022 2.7174 29.8886 -0.0192 0.0181 -0.0075
Si -0.0006 5.456 29.8918 -0.0275 -0.0037 -0.0015
Si 5.4634 5.4569 29.8889 0.0027 -0.0022 -0.0044
Si 2.7536 8.1604 29.9058 -0.0254 0.0492 -0.0229
Si 8.2258 8.1789 29.8902 -0.0181 0.0139 0.0071
Si 1.3673 1.3673 31.2657 0.0754 0.0311 -0.0767
Si 6.8362 1.3673 31.2657 0.0564 -0.0159 -0.0306
Si 4.1018 4.1018 31.2657 0.0848 -0.0814 0.0502
Si 9.5708 4.1018 31.2657 -0.0716 -0.114 -0.0855
Si 1.3673 6.8362 31.2657 0.0392 -0.1637 0.0243
Si 6.8362 6.8362 31.2657 0.0523 -0.0244 -0.1295
Si 4.1018 9.5708 31.2657 -0.0176 -0.0639 -0.0426
Si 9.5708 9.5708 31.2657 -0.1636 -0.1349 0.115
Si 2.7345 0 0.6835 -0.0203 0.0421 0.0165
Si 8.2035 0 0.6835 -0.0469 0.0356 -0.0874
Si 0 2.7345 0.6835 0.0507 0.0939 0.0415
Si 5.469 2.7345 0.6835 -0.0235 0.0938 0.0825
Si 2.7345 5.469 0.6835 -0.0843 -0.0234 -0.0463
Si 8.2035 5.469 0.6835 -0.0167 0.1016 -0.0261
Si 0 8.2035 0.6835 0.0202 0.0924 0.1077
Si 5.469 8.2035 0.6835 0.0399 0.1319 0.0742
Si 4.0967 1.3782 2.0614 0.0037 -0.0029 -0.0069
Si 9.5934 1.351 2.0441 -0.0254 0.017 0.012
Si 1.3511 4.1363 2.056 0.0204 -0.0163 -0.0084
Si 6.8244 4.1338 2.0427 0.0365 -0.0203 0.022
Si 4.0893 6.847 2.0435 0.0031 -0.0084 0.0108
Si 9.5734 6.8394 2.0623 -0.0087 -0.0059 -0.0027
Si 1.3582 9.6008 2.0545 0.0305 -0.0041 0.0173
Si 6.8256 9.6115 2.0482 0.0382 -0.017 -0.0046
Si 0.0283 0.0339 3.4703 0.005 0.0124 0.0231
Si 5.4819 0.0399 3.4481 -0.0057 -0.006 0.0303
Si 2.7182 2.7695 3.4009 -0.0393 0.0098 -0.0088
Si 8.2491 2.7794 3.3455 0.0364 0.0212 -0.0711
Si 0.0244 5.516 3.4699 0.0271 0.02 0.038
Si 5.4738 5.5224 3.425 -0.0245 0.0251 0.0059
Si 2.7358 8.2401 3.3974 -0.0172 0.0022 -0.0237
Si 8.2396 8.2806 3.3857 0.0139 0.0726 -0.0245
Si 1.377 1.4564 4.8429 -0.0176 -0.0031 -0.022
Si 6.9076 1.4766 4.7255 -0.0261 -0.0313 0.0204
Si 4.0588 4.1516 4.7541 0.0158 0.0241 0.0098
Si 9.5971 4.0815 4.7776 -0.0038 0.0035 -0.0035
Si 1.367 6.9735 4.8408 -0.0345 -0.008 -0.0199
Si 6.8387 6.9886 4.7267 -0.0131 -0.0371 0.0178
Si 4.0925 9.5731 4.7863 0.0116 0.0293 -0.0026
Si 9.6188 9.5789 4.8389 -0.0016 -0.0149 -0.02
Si 2.7556 0.036 6.1328 0.0191 -0.0008 0.0172
Si 8.2925 0.122 6.0872 -0.0022 -0.0054 0.0056
Si 0.0146 2.8005 6.3008 0.0131 0.012 0.0072
Si 5.5115 2.8377 6.0669 -0.0083 -0.0039 0.0112
Si 2.7524 5.5919 6.1331 0.0111 -0.0064 0.0115
Si 8.2532 5.5983 5.9548 -0.0096 -0.0025 0.0091
Si 0.0461 8.307 6.3678 0.0118 0.0128 0.0075
Si 5.498 8.3021 6.2162 0.0028 0.0072 0.0147
Si 4.4219 1.1813 7.3238 -0.0141 0.0016 -0.0226
Si 9.8087 1.1533 7.6152 0.0028 -0.0038 0.0121
Si 1.1774 4.5056 7.5009 -0.0029 -0.0092 -0.0225
Si 6.6379 4.5436 7.2425 0.0149 0.0074 -0.003
Si 4.322 6.7071 7.5343 -0.0094 -0.0061 -0.0129
Si 9.7292 6.6149 7.4977 -0.0082 0.0011 0.0004
Si 1.2784 9.9453 7.698 -0.0056 -0.0131 -0.0361
Si 6.7191 9.9664 7.4056 -0.0021 0.0017 -0.0204
O 9.5823 1.2417 23.9778 0.0185 0.0071 0.0024
O 4.1017 6.8048 23.9403 0.0117 0.0177 0.0051
O 4.0152 1.245 24.0274 -0.005 -0.0003 0.0019
O 9.5387 6.705 23.891 -0.0028 0.0023 0.0035
O -0.0221 5.5521 8.0136 -0.0077 -0.0145 0.0017
O 5.5693 0.1261 7.9062 0.0072 -0.0074 0.0062
O 0.0709 0.0947 8.1415 -0.0106 0.007 0.0033
O 5.5309 5.6139 7.8751 0.0038 -0.0023 0.0009
O 7.5946 3.9633 8.4337 0.0045 -0.0118 0.0036
O 8.7259 7.0484 8.7581 -0.0029 0.007 0.0047
O 2.1818 9.4613 9.0319 0.0075 -0.003 0.0187
O 8.8914 1.681 8.917 0.0001 0.0001 -0.0024
O 7.6189 9.4744 8.7017 0 -0.0032 0.0057
O 3.6042 1.8184 8.5949 -0.0011 0.0026 0.005
O 3.5822 7.2254 8.9397 0.0029 0.0001 -0.0017
O 2.0662 4.0094 8.8099 0.0051 0.0004 0.0111
O 8.1401 3.4924 23.3577 -0.0027 0.0024 -0.0003
O 0.4519 4.9363 22.9502 -0.0021 -0.0077 -0.0011
O 1.9072 2.7478 23.2376 -0.007 0.0009 -0.006
O 5.8322 4.9131 23.1149 0.0018 0.0012 -0.0055
O 5.5271 9.9972 23.4991 -0.0001 -0.0035 0.0004
O 2.446 8.6956 23.0213 0 0.0033 0.0008
O 0.1913 10.0722 23.0836 0.005 0.0032 -0.0023
O 7.787 8.578 23.0727 -0.0067 -0.0003 -0.0135
Si 8.6609 7.7001 18.4388 0 -0.0012 -0.0001
Si 8.7874 6.3601 13.6308 -0.0003 0.0001 -0.0006
Si 3.7956 1.5426 14.7357 -0.0002 -0.0007 -0.001
Si 2.1386 5.7515 17.6255 0 -0.0009 0.0001
Si 2.4163 3.1461 19.487 0 0.0006 0.0009
Si 9.815 9.033 12.0781 -0.0005 0.0003 0.0006
Si 1.3325 9.4242 22.0763 0.0046 -0.0009 -0.0018
Si 9.174 0.9667 13.1957 0 0.0012 -0.0016
Si 1.423 5.0568 13.0261 -0.0001 0.0005 -0.0003
Si 1.7952 8.2566 12.8134 0.0002 0.0004 -0.0005
Si 6.6524 9.5576 22.424 0.0014 -0.0036 0.0055
Si 4.5291 4.604 15.708 0.0003 -0.0001 -0.0003
Si 8.2095 3.0211 9.5826 0.0002 0.0029 -0.0033
Si 0.8428 8.2491 19.2611 0.0001 -0.0002 -0.0006
Si 6.9528 1.3528 21.0879 0.001 -0.003 -0.0008
Si 8.2277 8.3159 9.6716 0.0082 -0.0067 -0.0005
Si 10.8913 5.2074 15.6065 0 -0.0001 -0.0001
Si 7.5714 9.5016 16.3165 0.0004 -0.0001 -0.0001
Si 9.9334 2.0602 20.2958 -0.0007 -0.0006 -0.0009
Si 3.2181 8.5142 9.9114 -0.0096 0.0051 -0.0058
Si 6.6979 3.3502 17.4069 -0.0004 -0.0009 0.0001
Si 1.1679 0.212 19.8009 -0.0005 -0.0034 -0.0003
Si 3.2364 2.8186 12.299 0.0011 -0.0008 -0.0004
Si 7.2204 5.3958 19.6827 0.0007 -0.0007 0.0011
Si 5.7493 8.6716 11.5447 0.0011 0.0012 0.0014
Si 5.7873 6.0746 13.1994 0.0012 -0.0001 0.0004
Si 4.6357 9.7071 17.622 -0.0009 -0.0004 0.0002
Si 1.0237 3.6021 22.1711 -0.0012 0.0062 0.0058
Si 4.8992 1.4864 18.7978 0.0004 -0.0002 0.001
Si 3.1958 3.081 9.5175 -0.0021 -0.0015 -0.0049
Si 6.4525 10.8227 13.7908 0.0023 0.0007 -0.0008
Si 10.3516 0.1195 15.9704 0.0015 0.0004 -0.0012
Si 5.6637 3.6569 11.1555 0.0029 -0.0005 -0.0009
Si 9.843 3.9002 11.9033 -0.0017 0.0004 0.0003
Si 2.3446 9.9251 15.5437 0.0001 -0.0002 -0.0002
Si 6.0781 8.1241 19.7982 -0.0004 0.0003 0.0009
Si 6.9361 3.9751 22.3729 0.0017 0.003 0.0032
Si 9.7574 2.7803 17.3644 -0.0005 -0.001 0.0014
O 7.1974 6.3791 13.9734 -0.0004 0.0003 0.0002
O 1.8839 7.0609 18.6765 0.0003 -0.0012 -0.0001
O 10.2932 4.0399 16.5266 -0.001 0.0001 0.0004
O 6.1685 9.961 17.0526 0.001 -0.0004 -0.0008
O 10.1488 0.7044 14.4668 0.0007 -0.0002 0.0002
O 8.4482 6.118 18.8553 -0.0001 -0.0001 0
O 5.1722 0.6887 14.4329 0.0003 0.0004 0.0005
O 5.7208 2.0569 17.5185 0.0003 -0.0003 0.0004
O 8.3487 1.9454 20.5473 -0.0002 -0.0009 0.0006
O 1.9922 4.301 18.3978 0.0002 -0.0003 -0.0002
O 6.9674 2.8023 10.6432 -0.0026 0.0019 0.0018
O 4.8722 2.7095 12.2216 -0.001 0.0006 0.0002
O 6.0321 4.3964 16.3452 -0.0003 0.0001 -0.0007
O 4.5647 3.9158 9.9385 0.0009 0.0029 0.0008
O 10.6917 2.7758 21.5538 -0.0002 -0.0038 -0.001
O 9.7245 6.162 14.9666 0.0005 -0.0002 0.0005
O 6.0099 6.4881 19.837 0 0.0002 0.0002
O 4.084 0.1728 18.2775 0.0007 -0.0006 0
O 9.258 10.5551 12.2725 0.0002 -0.0007 0.0001
O 2.8556 4.3623 12.7055 0.0004 0.0001 0.0006
O 1.9138 10.7061 21.208 -0.0002 0.0015 -0.0015
O 3.9945 2.7249 19.3785 0.0004 -0.0013 0
O 0.7312 10.044 15.9609 0.0002 -0.0005 0.0007
O 1.2777 9.8062 18.8336 -0.0001 -0.0006 0.0009
O 1.7132 1.6666 19.2698 0.0003 -0.0007 0.0003
O 8.9421 10.393 16.4984 -0.0002 -0.0006 0.0003
O 4.8753 8.5839 18.7895 0.0003 -0.0005 0
O 9.5748 8.7545 10.4856 -0.0008 0.0005 -0.0003
O 6.749 4.0878 18.8554 0.0005 -0.0014 -0.0006
O 2.8418 1.7239 13.4093 0.0003 0.0003 0
O 5.8297 8.7736 21.2624 -0.0005 -0.002 -0.002
O 2.5431 2.4484 10.877 -0.0004 0.0014 0.0029
O 7.6193 4.8529 21.1708 0.0001 0.0002 -0.0022
O 5.2115 7.481 12.5552 0.0003 0.0009 -0.0001
O 0.4328 9.0702 12.4979 0.0006 -0.0003 0.0003
O 7.5823 1.0608 13.576 -0.0005 0 0
O 7.1117 9.6372 14.7445 0.0004 0.0001 0.0009
O 8.9792 5.0324 12.6953 0.0001 0.0015 0.002
O 8.0951 8.0389 16.9099 -0.0001 0.0006 -0.0002
O 6.2149 2.5775 21.8961 0.0003 -0.0018 0.0003
O 2.4588 9.0699 14.1077 0.0011 0.0003 -0.0006
O 0.4262 4.4912 11.863 0.001 0 -0.0002
O 0.8157 8.3199 20.9328 -0.0003 -0.0004 0.0003
O 9.3895 3.8315 10.3472 0.0003 0.001 -0.0002
O 9.6579 2.3873 12.5313 0.0007 -0.0001 0.0003
O 7.6229 8.5645 19.391 0.0003 -0.0009 0.0005
O 2.5532 8.1723 11.3651 -0.0006 0.0006 0.0038
O 3.9799 3.0614 15.3778 0.0004 0.0004 -0.0001
O 0.8359 4.4904 14.4378 0 -0.0002 0.0005
O 10.0542 3.0011 18.9562 0.0004 -0.0006 -0.0019
O 9.1458 7.8058 12.9445 0.0005 0.0004 0.0003
O 10.5149 0.5392 20.0751 0.001 0.0002 0.0008
O 6.032 5.0442 11.9334 0 0.0014 0.0005
O 8.1572 2.7485 17.0116 0.0004 -0.0003 0
O 3.5374 5.4841 16.7272 0.0006 0.0005 0.0004
O 4.669 9.1333 10.3855 0.0023 0 0.0016
O 1.532 6.6779 13.1796 0 0.0002 0
O 4.7617 5.4924 14.3427 0.0004 -0.0002 0.0005
O 2.0469 3.8587 20.9161 0.0012 -0.0027 -0.002
O 10.5521 1.4137 16.9474 0.0004 0.0003 -0.0001
O 0.9498 6.0762 16.551 -0.0001 -0.0007 -0.0004
O 7.3386 10.9534 21.9307 0.0017 0.003 -0.0013
O 5.9327 0.9145 19.9137 -0.0009 -0.0008 -0.0016
O 6.0686 10.0309 12.406 0 0 -0.0006
O 2.8481 0.5476 15.6028 0.0004 0.0008 -0.0002
O 7.0548 8.0158 10.7789 -0.0021 0.0014 -0.0012
O 10.2462 8.0187 18.6869 0.0002 -0.0006 0.0004
O 3.448 9.1991 16.575 0.0003 -0.0008 0.0004

Results
free energy: -137508.523 eV
free energy less fixed offsets of O -568.88, Si -635.61 eV per atom: 0.177 eV

The program warned: the cutoff lies below the one the program advises for these potential files; the forces do not sum to zero within the program's tolerance; the exchange-correlation potential is rough where the density is thin.
